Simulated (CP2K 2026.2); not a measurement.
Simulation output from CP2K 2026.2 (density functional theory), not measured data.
Periodic cell of 1152 atoms, Si864O288, from a study of silicon, its oxide and their interface. The atomic structure is a simulated model.
Doubt: the forces sum to 3.09 eV/angstrom along one axis rather than to zero, so they err by at least 0.0027 eV/angstrom per atom on average; the grid cutoff is modest.

Settings
functional: PBE
method: Gaussian and plane waves
basis set: DZVP-MOLOPT-SR-GTH
pseudopotentials: GTH-PBE
grid cutoff: 350 Ry, relative cutoff 50 Ry
k points: Gamma only
occupations: fixed
spin: none
net charge: 0

Cell vectors (angstrom)
a 32.64 0 0
b 0 16.32 0
c 1.8058 0.2611 39.5076

Atoms: element, x, y, z (angstrom)
Si 1.1142 15.1849 0.0423
Si 3.854 1.4972 0.0451
Si 1.7305 3.7767 0.0039
Si 4.4498 6.5572 0.1896
Si 1.2152 9.8176 0.0827
Si 6.2212 12.2427 39.412
Si 7.1849 14.5856 0.1327
Si 9.836 1.0926 0.2252
Si 6.6332 4.3696 0.2386
Si 9.8949 6.6342 0.413
Si 8.4846 9.9989 39.3749
Si 9.3685 12.4814 0.4869
Si 11.9176 15.0969 0.2055
Si 15.0712 1.0517 0.2732
Si 11.9265 4.3385 0.1252
Si 14.9146 6.8376 0.4356
Si 12.7358 9.005 0.2142
Si 15.0274 12.0135 0.0786
Si 17.3614 15.2388 0.0053
Si 22.6208 1.1495 39.3982
Si 18.8989 4.9139 39.484
Si 22.4306 6.7374 39.3166
Si 17.3051 9.8447 0.0084
Si 20.5503 12.3113 0.4133
Si 23.0223 15.0369 0.3248
Si 26.044 1.3444 0.0194
Si 22.8249 4.16 0.111
Si 28.0263 6.7498 39.4133
Si 22.6308 9.9095 0.0089
Si 26.9182 13.0152 39.3182
Si 29.8612 15.5068 39.1836
Si 33.3054 1.3063 39.3212
Si 30.2405 4.4819 39.4554
Si 31.1694 7.0436 0.0203
Si 30.6602 9.4231 39.3652
Si 31.5904 12.0044 0.1061
Si 2.6785 16.3152 1.3868
Si 5.4377 2.6903 1.371
Si 2.802 5.3725 1.3722
Si 5.5932 8.1997 1.3683
Si 2.8062 10.9595 1.3415
Si 5.5144 13.4974 1.3531
Si 8.2161 16.2519 1.4532
Si 10.9056 2.725 1.5022
Si 8.2095 5.48 1.5535
Si 11.1307 8.0792 1.6829
Si 8.1186 10.8058 1.4506
Si 10.8445 13.7041 1.7344
Si 13.5563 16.1796 1.5465
Si 16.2427 2.8199 1.2952
Si 13.5178 5.3801 1.5593
Si 16.3616 8.2726 1.5171
Si 13.6214 10.7962 1.4822
Si 16.237 13.6181 1.324
Si 19.0613 16.3097 1.2545
Si 21.6726 2.5916 1.3532
Si 18.9184 5.5272 1.2199
Si 21.6566 8.1374 1.1826
Si 18.8991 10.9586 1.3754
Si 21.7558 13.718 1.7441
Si 24.4923 0.1557 1.3765
Si 27.2704 2.7621 1.3729
Si 24.5179 5.411 1.1979
Si 27.2458 8.1273 1.2313
Si 24.3535 10.9796 1.2083
Si 26.9769 13.6578 1.0605
Si 29.8437 16.2229 1.0518
Si 32.6661 2.6384 1.1977
Si 29.987 5.4233 1.2522
Si 32.6972 8.2024 1.3424
Si 29.8873 10.839 1.2052
Si 32.685 13.5959 1.4004
Si 1.3136 1.3488 2.7195
Si 4.1086 4.0387 2.7893
Si 1.3912 6.7702 2.6554
Si 4.1126 9.5088 2.6893
Si 1.4615 12.2994 2.7404
Si 4.1134 14.9238 2.6537
Si 6.8101 1.3329 2.7229
Si 9.5132 4.0386 2.8685
Si 6.878 6.8857 2.845
Si 9.5836 9.4961 2.7851
Si 6.7775 12.168 2.8324
Si 9.4867 15.0418 3.0133
Si 12.2795 1.3654 2.8446
Si 14.9345 4.0268 2.821
Si 12.3332 6.7151 3.0629
Si 14.9897 9.5568 2.9157
Si 12.2563 12.1946 2.83
Si 14.9423 14.8653 2.8405
Si 17.7123 1.4429 2.6044
Si 20.2641 4.0551 2.5886
Si 17.7473 6.8666 2.7624
Si 20.3127 9.4987 2.632
Si 17.5929 12.3023 2.7625
Si 20.2736 15.0628 2.8618
Si 23.0974 1.4079 2.7718
Si 25.824 4.0938 2.6672
Si 23.124 6.8212 2.537
Si 25.8108 9.5639 2.4894
Si 23.1429 12.2159 2.8307
Si 25.8306 15.0049 2.6422
Si 28.6418 1.3107 2.5878
Si 31.3376 4.039 2.5819
Si 28.5871 6.7728 2.6407
Si 31.2709 9.5466 2.6678
Si 28.4346 12.2596 2.4396
Si 31.1691 14.9351 2.5872
Si 32.5534 16.2903 4.0031
Si 2.6897 2.6982 4.0975
Si 32.6491 5.4133 3.9957
Si 2.7313 8.1404 4.0315
Si 32.6572 10.9051 4.0119
Si 2.7734 13.6358 4.1079
Si 5.4346 16.2914 4.0612
Si 8.1335 2.6766 4.1621
Si 5.4612 5.4596 4.1095
Si 8.234 8.1865 4.2058
Si 5.4037 10.8398 4.1569
Si 8.1208 13.5663 4.206
Si 10.899 0.0747 4.2591
Si 13.6239 2.6933 4.2192
Si 10.8648 5.3768 4.2706
Si 13.682 8.1576 4.2854
Si 10.879 10.8718 4.1795
Si 13.6118 13.5329 4.2119
Si 16.3522 0.0269 4.0301
Si 19.0084 2.7438 4.0723
Si 16.3357 5.465 4.0799
Si 19.0733 8.1903 4.1321
Si 16.3292 10.9436 4.2094
Si 18.971 13.6194 4.1464
Si 21.7367 0.0567 4.1339
Si 24.4794 2.7654 4.0718
Si 21.7362 5.4348 3.9064
Si 24.4668 8.1937 3.9139
Si 21.708 10.8284 4.0443
Si 24.5201 13.6341 4.0739
Si 27.2353 16.3274 3.9866
Si 29.9622 2.6977 3.9682
Si 27.1982 5.4507 4.0088
Si 29.9247 8.1556 4.0101
Si 27.1627 10.899 3.902
Si 29.8152 13.5668 3.9179
Si 1.3328 14.9574 21.7317
Si 4.0582 1.3868 21.7071
Si 1.3314 4.1001 21.747
Si 4.0152 6.8197 21.6544
Si 1.3097 9.5433 21.735
Si 4.0528 12.2736 21.6801
Si 6.7697 14.9919 21.6722
Si 9.537 1.3975 21.6657
Si 6.8004 4.0795 21.6789
Si 9.5033 6.8337 21.6875
Si 6.7742 9.5381 21.703
Si 9.5509 12.2447 21.6611
Si 12.2718 14.9351 21.734
Si 15.0183 1.3384 21.733
Si 12.261 4.089 21.7092
Si 14.9725 6.7828 21.7428
Si 12.2228 9.5098 21.7118
Si 14.9874 12.2499 21.7922
Si 17.7119 14.9425 21.8243
Si 20.4373 1.3336 21.8515
Si 17.7159 4.0449 21.7724
Si 20.4219 6.7825 21.8152
Si 17.6717 9.5049 21.7701
Si 20.4024 12.2291 21.7995
Si 23.139 14.9553 21.8217
Si 25.8539 1.3606 21.8221
Si 23.1198 4.0502 21.8361
Si 25.8481 6.7751 21.8203
Si 23.1235 9.4921 21.8119
Si 25.8451 12.2287 21.8279
Si 28.5602 14.9751 21.7879
Si 31.2397 1.3799 21.7608
Si 28.5388 4.0796 21.8258
Si 31.2486 6.8017 21.7757
Si 28.5343 9.507 21.7907
Si 31.2836 12.2395 21.7602
Si 2.7091 16.3272 23.0476
Si 5.4412 2.74 23.0525
Si 2.7012 5.4886 23.0711
Si 5.3363 8.1869 22.9995
Si 2.6728 10.9516 23.0389
Si 5.4221 13.623 23.0279
Si 8.1206 16.4034 22.9755
Si 10.9174 2.7145 23.0429
Si 8.1375 5.473 23.0112
Si 10.856 8.161 23.0818
Si 8.2041 10.8944 23.0034
Si 10.8763 13.5842 23.0671
Si 13.7057 16.2471 23.0652
Si 16.3419 2.6994 23.123
Si 13.5963 5.4424 23.0954
Si 16.3308 8.1149 23.1187
Si 13.5627 10.8781 23.0619
Si 16.3528 13.5924 23.2103
Si 19.0869 16.2727 23.2106
Si 21.7912 2.6849 23.2495
Si 19.0693 5.3876 23.1486
Si 21.7609 8.15 23.1971
Si 18.9924 10.8866 23.1329
Si 21.7823 13.5712 23.1584
Si 24.483 16.3403 23.1892
Si 27.224 2.6854 23.2148
Si 24.4799 5.4172 23.1784
Si 27.2002 8.1405 23.1916
Si 24.5064 10.8159 23.178
Si 27.1948 13.6416 23.1586
Si 29.9315 16.3232 23.1565
Si 32.5808 2.7627 23.0993
Si 29.8794 5.4775 23.1748
Si 32.6159 8.1646 23.1153
Si 29.9356 10.8573 23.1019
Si 32.6232 13.6165 23.1338
Si 1.3014 1.3447 24.3671
Si 4.1124 4.1494 24.376
Si 1.3633 6.8383 24.4749
Si 4.0077 9.5853 24.3614
Si 1.3682 12.2841 24.4781
Si 4.0918 14.9914 24.4141
Si 6.794 1.3844 24.4229
Si 9.5431 4.1268 24.338
Si 6.6755 6.8025 24.3101
Si 9.495 9.5367 24.4236
Si 6.8641 12.2815 24.3088
Si 9.4677 15.0423 24.2735
Si 12.3602 1.3207 24.3207
Si 14.9638 4.0836 24.4484
Si 12.2027 6.7854 24.4433
Si 14.9057 9.4933 24.3854
Si 12.2253 12.218 24.4667
Si 14.9859 14.9378 24.5854
Si 17.6821 1.3357 24.5093
Si 20.4202 4.0723 24.5757
Si 17.6762 6.7129 24.4856
Si 20.3017 9.5121 24.4791
Si 17.7038 12.2255 24.5905
Si 20.4678 14.8934 24.5918
Si 23.1557 1.3228 24.6465
Si 25.8234 4.0393 24.5419
Si 23.1507 6.7909 24.5624
Si 25.8349 9.4483 24.5847
Si 23.1252 12.1732 24.4885
Si 25.8386 15.0077 24.5533
Si 28.62 1.3228 24.586
Si 31.2599 4.142 24.5096
Si 28.5545 6.8294 24.6055
Si 31.2417 9.4773 24.5051
Si 28.6165 12.2669 24.4181
Si 31.2907 14.9753 24.5299
Si 32.6969 16.302 25.8741
Si 2.6941 2.7716 25.5645
Si 32.6195 5.5268 25.8678
Si 2.6636 8.2895 25.8086
Si 32.6442 10.8741 25.769
Si 2.7467 13.6492 25.8247
Si 5.4573 16.3439 25.8117
Si 8.1391 2.8313 25.6831
Si 5.3906 5.5049 25.8194
Si 8.0138 8.1662 25.6198
Si 5.5135 10.8859 25.5883
Si 8.0897 13.7744 25.6606
Si 10.9427 16.2973 25.5603
Si 13.669 2.6433 25.7568
Si 10.8949 5.397 25.8083
Si 13.5478 8.1565 25.7708
Si 10.8182 10.8816 25.8408
Si 13.5993 13.5372 25.9081
Si 16.3777 16.2949 25.9505
Si 19.0235 2.7096 25.8839
Si 16.2854 5.403 25.8799
Si 18.9987 8.0863 25.8405
Si 16.2238 10.8308 25.783
Si 19.1398 13.5073 26.0033
Si 21.8243 16.2474 26.0208
Si 24.5153 2.6999 26.0104
Si 21.7903 5.4297 25.9412
Si 24.4958 8.0978 26.0321
Si 21.6867 10.8438 25.8085
Si 24.4713 13.564 25.8193
Si 27.2289 16.314 25.9877
Si 30.0065 2.7232 25.912
Si 27.1791 5.4121 25.883
Si 29.9223 8.1585 26.0281
Si 27.281 10.8847 25.7405
Si 29.9375 13.6006 25.8632
Si 1.7294 15.2883 27.2003
Si 3.8262 1.2843 26.9029
Si 1.2517 3.9215 26.9648
Si 4.2425 7.1635 27.0818
Si 33.7042 9.3717 27.2098
Si 4.4006 12.4075 26.8993
Si 6.5093 14.7227 27.1926
Si 9.8138 1.619 26.7208
Si 7.0199 4.3786 27.0968
Si 9.1719 6.5971 26.8558
Si 6.5067 9.3244 27.0313
Si 9.6015 12.5956 26.9141
Si 11.8943 14.7033 27.0134
Si 15.2484 1.6243 27.2056
Si 12.0919 3.7438 27.0576
Si 15.0366 6.9645 27.1333
Si 12.4282 9.7057 27.1261
Si 14.6959 11.8851 27.2417
Si 18.0421 15.1686 27.2186
Si 20.1829 1.1455 27.1926
Si 17.4628 3.8679 27.2307
Si 20.6016 7.0181 27.2076
Si 17.2811 9.1637 27.0026
Si 20.7433 12.3448 27.3712
Si 22.987 14.5975 27.3048
Si 26.1965 1.6581 27.3184
Si 23.3307 4.2699 27.3196
Si 25.6295 6.4296 27.3269
Si 22.7585 9.2768 27.1272
Si 26.0773 12.3852 27.0172
Si 28.2947 14.6014 27.2148
Si 31.7008 1.6444 27.1767
Si 28.4111 3.9011 27.1633
Si 31.5332 7.0272 27.3741
Si 28.8447 9.9212 27.1792
Si 31.1678 12.0443 27.1129
Si 3.4546 9.3496 31.5896
Si 5.9622 8.1205 32.6894
Si 32.0894 6.4835 33.5907
Si 31.6574 12.6646 30.0808
Si 1.5548 14.0096 30.0652
Si 2.746 11.1603 29.1901
Si 17.0925 4.1429 35.7173
Si 6.4466 9.7886 35.1239
Si 10.6064 6.3596 30.5032
Si 14.554 2.2807 32.4166
Si 3.5899 3.8436 31.3047
Si 19.6799 12.7694 32.7764
Si 14.7382 13.342 37.4554
Si 11.9722 15.8773 29.8655
Si 15.3962 2.9184 37.6096
Si 10.3854 8.6539 28.9936
Si 17.3885 6.8813 31.2143
Si 21.8455 0.7788 31.5839
Si 27.5111 12.4228 31.6771
Si 25.2426 3.2618 32.4179
Si 23.4656 1.6971 34.0552
Si 13.2352 5.4793 29.303
Si 17.6471 15.6182 34.7228
Si 15.7386 12.0391 30.228
Si 23.8446 15.1499 30.276
Si 28.3602 9.6606 30.2232
Si 29.0721 14.4221 30.1685
Si 2.2914 9.4794 34.2785
Si 17.7082 11.1867 34.6483
Si 28.701 16.4667 34.308
Si 24.596 10.5319 29.113
Si 5.4987 2.616 29.158
Si 22.1645 9.1202 34.9325
Si 2.4129 5.7606 29.2358
Si 31.3114 9.7417 31.2519
Si 34.3348 5.4365 37.4338
Si 9.4949 1.147 29.4774
Si 33.5506 7.5668 31.0423
Si 26.0947 7.9081 29.9229
Si 8.553 11.8477 31.9269
Si 2.3261 11.8181 35.9238
Si 31.2865 2.2175 29.9997
Si 3.3066 6.8253 35.3765
Si 22.0506 11.0441 32.6511
Si 17.1069 14.6816 30.125
Si 9.9367 2.4219 34.8516
Si 10.9728 13.9158 32.0298
Si 8.2774 10.9121 29.0371
Si 13.5129 9.2857 33.3339
Si 7.2272 15.506 34.6418
Si 13.6502 12.273 32.5368
Si 24.2862 10.7435 36.5402
Si 10.0106 16.2889 33.5832
Si 14.752 0.4939 30.0702
Si 11.3745 2.4259 32.4652
Si 11.2734 7.4111 33.0307
Si 19.2619 5.2395 29.4649
Si 24.8776 6.1105 35.0675
Si 21.9175 12.786 37.0753
Si 26.2308 1.8266 34.7299
Si 3.7927 13.8598 34.4177
Si 16.4497 8.5152 33.5873
Si 19.9216 10.4105 36.7193
Si 5.6917 0.4164 32.4687
Si 15.6743 13.3697 34.6637
Si 30.0641 10.7016 36.5875
Si 33.7061 2.0417 32.0886
Si 7.3548 3.0767 33.1688
Si 29.8895 4.9137 32.5576
Si 27.4801 5.7401 34.0652
Si 28.9579 0.8326 31.4206
Si 8.6656 9.1726 33.3012
Si 24.4584 12.3191 31.6178
Si 10.7711 8.9527 37.6596
Si 31.832 9.3192 34.274
Si 9.337 3.7917 30.8069
Si 27.1809 11.8545 36.3362
Si 2.8064 15.8799 32.2992
Si 7.5925 0.3801 37.5688
Si 7.0341 16.2437 29.9155
Si 12.863 11.0666 37.9168
Si 4.2523 13.571 37.3634
Si 6.4292 12.7224 34.0366
Si 5.2297 5.2429 33.5027
Si 12.516 7.5447 35.5158
Si 15.8801 1.6623 35.0501
Si 14.8429 5.2812 31.9774
Si 15.0247 6.3835 34.86
Si 20.1874 11.2371 30.3538
Si 26.3676 3.4387 37.4047
Si 21.4261 2.9754 29.4863
Si 30.2678 4.9771 29.4307
Si 19.8897 4.3188 36.5229
Si 27.108 6.4427 36.6894
Si 19.1684 15.7177 32.2858
Si 20.1637 15.1145 36.5361
Si 21.4739 1.6799 36.4801
Si 25.4379 6.376 32.3566
Si 17.7031 9.6563 29.9018
Si 28.3171 13.5651 34.2959
Si 22.2362 6.3757 36.2384
Si 30.4057 14.7783 36.0763
Si 32.0399 3.6024 34.1672
Si 9.7522 2.7222 37.7266
Si 32.0461 3.2225 37.2255
Si 25.905 1.0492 30.3917
Si 4.8625 8.5985 37.4651
Si 32.2672 12.8577 36.8769
Si 1.32 14.9708 5.3885
Si 4.059 1.3281 5.4289
Si 1.3407 4.0841 5.4214
Si 4.0712 6.8047 5.443
Si 1.3502 9.5134 5.3797
Si 4.0663 12.2369 5.485
Si 6.7515 14.9519 5.5001
Si 9.5017 1.3873 5.5768
Si 6.7869 4.0793 5.4834
Si 9.5256 6.787 5.5726
Si 6.808 9.5237 5.5127
Si 9.5215 12.2319 5.5352
Si 12.2575 14.9518 5.5282
Si 15.0124 1.3253 5.4928
Si 12.2566 4.0388 5.5801
Si 15.0437 6.7811 5.5573
Si 12.244 9.5164 5.549
Si 14.9686 12.2407 5.5936
Si 17.6555 15.006 5.4835
Si 20.3925 1.4262 5.4626
Si 17.6759 4.0961 5.4499
Si 20.4487 6.7795 5.3939
Si 17.7124 9.5437 5.4942
Si 20.3874 12.2296 5.4208
Si 23.119 14.9697 5.4223
Si 25.8603 1.3637 5.3653
Si 23.0915 4.1337 5.371
Si 25.8257 6.8415 5.326
Si 23.1184 9.4942 5.3678
Si 25.8705 12.2375 5.3764
Si 28.5448 14.9417 5.3598
Si 31.2662 1.3561 5.3933
Si 28.5689 4.0602 5.3342
Si 31.2787 6.781 5.361
Si 28.53 9.5416 5.3105
Si 31.233 12.2535 5.3217
Si 2.6767 16.3128 6.784
Si 5.4077 2.7039 6.8056
Si 2.6988 5.4424 6.7883
Si 5.4265 8.1495 6.8291
Si 2.6789 10.8665 6.7902
Si 5.4076 13.5943 6.8578
Si 8.1306 16.3041 6.8631
Si 10.8767 2.7177 6.9319
Si 8.1368 5.4229 6.8767
Si 10.8945 8.1524 6.9037
Si 8.1534 10.8796 6.8807
Si 10.8836 13.6015 6.8777
Si 13.6391 16.3037 6.8672
Si 16.3476 2.7224 6.8351
Si 13.6355 5.4308 6.8836
Si 16.3824 8.1714 6.8769
Si 13.6015 10.8697 6.911
Si 16.3318 13.6417 6.8816
Si 19.0533 16.3499 6.8168
Si 21.7731 2.7755 6.7891
Si 19.0743 5.4459 6.7848
Si 21.7956 8.1381 6.7691
Si 19.0699 10.8948 6.8396
Si 21.7654 13.5939 6.7704
Si 24.4955 16.3364 6.7532
Si 27.2115 2.7225 6.7301
Si 24.4747 5.4832 6.7209
Si 27.1815 8.1883 6.7051
Si 24.4804 10.878 6.7214
Si 27.2089 13.5931 6.753
Si 29.8986 16.3085 6.7355
Si 32.6167 2.7169 6.7674
Si 29.908 5.4283 6.7202
Si 32.6268 8.1477 6.7365
Si 29.8944 10.884 6.7023
Si 32.5927 13.5958 6.7275
Si 1.3322 1.3655 8.1413
Si 4.0493 4.0748 8.1558
Si 1.3325 6.8055 8.1333
Si 4.0513 9.5214 8.1615
Si 1.3042 12.2382 8.1191
Si 4.0256 14.9608 8.1731
Si 6.7677 1.3618 8.1916
Si 9.5087 4.0897 8.2474
Si 6.7708 6.7933 8.2064
Si 9.5146 9.5156 8.2321
Si 6.7835 12.2468 8.2125
Si 9.5082 14.9574 8.2175
Si 12.2638 1.339 8.2278
Si 14.9919 4.0629 8.2184
Si 12.2695 6.7933 8.235
Si 14.9903 9.5099 8.2289
Si 12.2414 12.2448 8.2409
Si 14.9771 14.9682 8.2521
Si 17.7078 1.3737 8.198
Si 20.4184 4.1016 8.1714
Si 17.7429 6.7948 8.1941
Si 20.4421 9.5069 8.1501
Si 17.7106 12.2575 8.1977
Si 20.421 14.9648 8.1458
Si 23.139 1.3821 8.1195
Si 25.8374 4.0962 8.0762
Si 23.1453 6.8043 8.1453
Si 25.8351 9.5285 8.1018
Si 23.1356 12.2325 8.1158
Si 25.8425 14.9588 8.1115
Si 28.5474 1.3541 8.106
Si 31.2514 4.0813 8.1156
Si 28.5404 6.8078 8.069
Si 31.2496 9.5171 8.0803
Si 28.5637 12.2351 8.1093
Si 31.2573 14.9599 8.1101
Si 32.6082 16.3176 9.4875
Si 2.6864 2.7207 9.5123
Si 32.6074 5.4419 9.4844
Si 2.6863 8.1586 9.5092
Si 32.5931 10.8718 9.4753
Si 2.6639 13.5884 9.5058
Si 5.3988 16.3184 9.5333
Si 8.1356 2.711 9.5628
Si 5.4039 5.4264 9.5376
Si 8.1409 8.151 9.5623
Si 5.4076 10.8762 9.5362
Si 8.147 13.6005 9.568
Si 10.8838 16.3095 9.5701
Si 13.6228 2.7116 9.5738
Si 10.8887 5.4449 9.5823
Si 13.6299 8.1535 9.5837
Si 10.8786 10.8783 9.5819
Si 13.6127 13.5991 9.588
Si 16.3533 16.3375 9.5714
Si 19.0738 2.7327 9.5416
Si 16.3643 5.4371 9.5491
Si 19.0908 8.1641 9.5408
Si 16.3534 10.8896 9.5587
Si 19.0776 13.6152 9.5394
Si 21.7875 16.332 9.4927
Si 24.4978 2.7395 9.4765
Si 21.7868 5.4545 9.5199
Si 24.4974 8.1725 9.4936
Si 21.7922 10.8783 9.5034
Si 24.4871 13.5999 9.4803
Si 27.1928 16.3205 9.4792
Si 29.8972 2.7173 9.4769
Si 27.1912 5.4502 9.4535
Si 29.8934 8.16 9.4525
Si 27.1935 10.8837 9.4713
Si 29.9055 13.6004 9.4804
Si 1.3181 14.9601 10.8631
Si 4.0435 1.3656 10.8829
Si 1.3211 4.0855 10.8585
Si 4.0417 6.7997 10.8777
Si 1.3174 9.5241 10.8524
Si 4.0373 12.2428 10.8744
Si 6.7712 14.9678 10.8974
Si 9.5143 1.3574 10.9103
Si 6.7731 4.0792 10.9033
Si 9.5151 6.8048 10.9205
Si 6.773 9.5209 10.8983
Si 9.5123 12.2425 10.9223
Si 12.247 14.9589 10.9311
Si 14.9886 1.3644 10.9311
Si 12.2562 4.0752 10.921
Si 15.0006 6.7893 10.9173
Si 12.2563 9.519 10.9233
Si 14.9886 12.2376 10.9233
Si 17.7175 14.965 10.9088
Si 20.4353 1.3591 10.8801
Si 17.7174 4.0816 10.912
Si 20.4393 6.8048 10.9004
Si 17.7204 9.5196 10.8996
Si 20.4371 12.2376 10.8786
Si 23.1376 14.9617 10.8549
Si 25.8417 1.3671 10.845
Si 23.1432 4.0813 10.8648
Si 25.847 6.8001 10.8468
Si 23.1429 9.5224 10.8715
Si 25.8415 12.2409 10.8483
Si 28.5449 14.9591 10.8461
Si 31.2498 1.36 10.8482
Si 28.5384 4.0858 10.8326
Si 31.2447 6.8066 10.8371
Si 28.5442 9.5171 10.8351
Si 31.2505 12.2368 10.8495
Si 2.6795 16.3202 12.2275
Si 5.407 2.7196 12.2484
Si 2.678 5.4409 12.228
Si 5.4064 8.1569 12.2399
Si 2.6757 10.8798 12.224
Si 5.4047 13.6002 12.2374
Si 8.1442 16.3197 12.2564
Si 10.8845 2.7153 12.2643
Si 8.1449 5.4373 12.2567
Si 10.8863 8.161 12.2704
Si 8.1407 10.8785 12.2557
Si 10.8817 13.5981 12.275
Si 13.6214 16.3193 12.2743
Si 16.3568 2.725 12.2752
Si 13.6284 5.434 12.269
Si 16.3609 8.1582 12.2637
Si 13.6242 10.8768 12.274
Si 16.3558 13.6021 12.2668
Si 19.0807 16.3251 12.2572
Si 21.7903 2.7218 12.2379
Si 19.0784 5.4442 12.262
Si 21.7931 8.1679 12.252
Si 19.0804 10.8817 12.252
Si 21.7904 13.6027 12.2362
Si 24.4911 16.3239 12.2184
Si 27.192 2.727 12.2128
Si 24.4935 5.4454 12.2259
Si 27.194 8.1625 12.2139
Si 24.4931 10.8862 12.2306
Si 27.1904 13.6019 12.2172
Si 29.894 16.3216 12.2144
Si 32.6031 2.7215 12.2147
Si 29.8917 5.4438 12.2044
Si 32.5987 8.1627 12.2116
Si 29.8906 10.8789 12.2109
Si 32.6011 13.5986 12.22
Si 1.3192 1.3645 13.5812
Si 4.0412 4.0866 13.591
Si 1.3157 6.8041 13.579
Si 4.0404 9.5232 13.5849
Si 1.3216 12.2444 13.5837
Si 4.0454 14.9663 13.5884
Si 6.7792 1.3648 13.6023
Si 9.5172 4.0801 13.6078
Si 6.7762 6.8041 13.5979
Si 9.5144 9.5258 13.6088
Si 6.775 12.2454 13.5966
Si 9.5144 14.9652 13.6139
Si 12.2557 1.3614 13.6207
Si 14.9924 4.081 13.6294
Si 12.2588 6.797 13.615
Si 14.9927 9.5138 13.6202
Si 12.2566 12.2402 13.6201
Si 14.9906 14.9591 13.6224
Si 17.7204 1.3593 13.6227
Si 20.4357 4.0764 13.6124
Si 17.7185 6.7998 13.6257
Si 20.4317 9.5208 13.6189
Si 17.7193 12.2363 13.6161
Si 20.435 14.9555 13.6109
Si 23.1403 1.3555 13.5977
Si 25.8408 4.0799 13.5912
Si 23.1431 6.7982 13.607
Si 25.8415 9.5183 13.5914
Si 23.1391 12.2407 13.6052
Si 25.8381 14.9604 13.5896
Si 28.5403 1.3627 13.5814
Si 31.2439 4.0829 13.5746
Si 28.5415 6.8004 13.5802
Si 31.2454 9.5228 13.5792
Si 28.5386 12.238 13.5837
Si 31.2443 14.9607 13.5815
Si 32.599 16.3262 14.9409
Si 2.6774 2.7264 14.9419
Si 32.5987 5.4427 14.9401
Si 2.6771 8.1635 14.9384
Si 32.6008 10.8856 14.942
Si 2.6817 13.6082 14.9412
Si 5.4118 16.3233 14.9475
Si 8.1494 2.7224 14.9557
Si 5.4078 5.4457 14.9459
Si 8.1448 8.1644 14.9502
Si 5.4076 10.8832 14.9403
Si 8.1458 13.6019 14.9537
Si 10.889 16.3202 14.9675
Si 13.6283 2.7155 14.9753
Si 10.89 5.435 14.9605
Si 13.6263 8.153 14.9713
Si 10.8853 10.8805 14.9629
Si 13.6256 13.5979 14.9725
Si 16.3581 16.3157 14.9769
Si 19.0799 2.7186 14.9805
Si 16.3565 5.4397 14.9845
Si 19.0766 8.158 14.9857
Si 16.3587 10.8735 14.9732
Si 19.0777 13.5946 14.9762
Si 21.7905 16.3166 14.9718
Si 24.4889 2.718 14.9629
Si 21.7875 5.4378 14.9757
Si 24.4914 8.1619 14.9701
Si 21.7858 10.8816 14.9802
Si 24.4896 13.6023 14.97
Si 27.189 16.3228 14.9549
Si 29.8918 2.7243 14.9467
Si 27.19 5.4441 14.9555
Si 29.8891 8.1638 14.9456
Si 27.188 10.8807 14.9594
Si 29.8888 13.6029 14.9483
Si 1.319 14.9691 16.2978
Si 4.0448 1.3691 16.2929
Si 1.3169 4.0852 16.3033
Si 4.041 6.8076 16.2962
Si 1.319 9.524 16.2979
Si 4.0503 12.2511 16.2912
Si 6.7829 14.9674 16.3005
Si 9.5225 1.3674 16.3093
Si 6.779 4.089 16.2961
Si 9.5185 6.8052 16.2954
Si 6.7749 9.5272 16.2961
Si 9.5211 12.2485 16.3062
Si 12.2618 14.962 16.3211
Si 14.9965 1.3555 16.3313
Si 12.2615 4.0795 16.3181
Si 14.9906 6.7992 16.3367
Si 12.254 9.5175 16.3111
Si 14.9948 12.2362 16.3217
Si 17.7176 14.9523 16.3349
Si 20.4382 1.3551 16.3388
Si 17.7183 4.0753 16.3408
Si 20.4308 6.7914 16.3471
Si 17.7126 9.5156 16.3434
Si 20.4275 12.2363 16.3489
Si 23.1353 14.9551 16.3449
Si 25.8344 1.354 16.3309
Si 23.1382 4.0729 16.3383
Si 25.8401 6.7983 16.3345
Si 23.1353 9.5144 16.3443
Si 25.8376 12.2367 16.3364
Si 28.539 14.9615 16.3226
Si 31.2454 1.3638 16.311
Si 28.5386 4.0805 16.319
Si 31.2403 6.8005 16.3039
Si 28.5374 9.5173 16.3232
Si 31.2444 12.2437 16.309
Si 2.676 16.3382 17.6486
Si 5.4113 2.7295 17.6428
Si 2.6766 5.452 17.6549
Si 5.4074 8.1678 17.6478
Si 2.6875 10.8907 17.6401
Si 5.4125 13.6122 17.6485
Si 8.1569 16.3238 17.6509
Si 10.8961 2.7196 17.6651
Si 8.1483 5.4525 17.6422
Si 10.8847 8.1564 17.6549
Si 8.144 10.8911 17.6426
Si 10.8957 13.5987 17.6659
Si 13.6338 16.3135 17.6812
Si 16.3638 2.706 17.6952
Si 13.6266 5.4314 17.6809
Si 16.3518 8.1547 17.7029
Si 13.6274 10.871 17.6614
Si 16.3542 13.5901 17.6885
Si 19.0838 16.3073 17.6937
Si 21.7895 2.712 17.7114
Si 19.0734 5.4285 17.7113
Si 21.7851 8.1484 17.7154
Si 19.0688 10.8722 17.71
Si 21.7803 13.5962 17.7174
Si 24.4883 16.3139 17.712
Si 27.1823 2.7234 17.6892
Si 24.4877 5.4351 17.7035
Si 27.1885 8.1593 17.7028
Si 24.4843 10.8771 17.7112
Si 27.1914 13.6006 17.6993
Si 29.8917 16.3278 17.6838
Si 32.5996 2.728 17.6715
Si 29.8923 5.4424 17.6801
Si 32.5915 8.1687 17.6573
Si 29.89 10.8851 17.6792
Si 32.6002 13.6128 17.6617
Si 1.3231 1.371 19.0261
Si 4.045 4.0882 18.9978
Si 1.3047 6.8097 19.0101
Si 4.047 9.5374 18.9976
Si 1.3276 12.2456 18.9974
Si 4.0415 14.9799 18.99
Si 6.7866 1.3724 18.9854
Si 9.5287 4.1043 18.9875
Si 6.7763 6.8065 18.9946
Si 9.5082 9.5256 18.9847
Si 6.786 12.2569 18.9966
Si 9.5301 14.969 19.0061
Si 12.2643 1.3565 19.0225
Si 14.9944 4.0667 19.038
Si 12.2541 6.8024 19.0146
Si 14.9753 9.5213 19.0412
Si 12.2753 12.2354 19.0099
Si 15 14.9548 19.0438
Si 17.7343 1.3438 19.0546
Si 20.4282 4.0628 19.0786
Si 17.7114 6.791 19.0671
Si 20.4237 9.5082 19.0748
Si 17.7026 12.232 19.0643
Si 20.4233 14.9558 19.0831
Si 23.1391 1.3524 19.0862
Si 25.8341 4.0737 19.0726
Si 23.1349 6.7797 19.0839
Si 25.8335 9.514 19.0784
Si 23.1299 12.2327 19.0855
Si 25.8403 14.9504 19.0795
Si 28.5342 1.3681 19.0519
Si 31.2445 4.083 19.0435
Si 28.5407 6.7897 19.0606
Si 31.2402 9.5217 19.0356
Si 28.546 12.2392 19.0619
Si 31.2513 14.9681 19.0419
Si 32.6068 16.337 20.3989
Si 2.6848 2.7438 20.3703
Si 32.6011 5.4515 20.3942
Si 2.657 8.1938 20.3408
Si 32.6119 10.8951 20.3652
Si 2.6787 13.6191 20.3406
Si 5.4056 16.348 20.3313
Si 8.164 2.7412 20.3147
Si 5.4115 5.444 20.3454
Si 8.1341 8.1816 20.3375
Si 5.4187 10.8991 20.3449
Si 8.1557 13.6175 20.3476
Si 10.9071 16.31 20.372
Si 13.6317 2.7038 20.3863
Si 10.8843 5.4524 20.363
Si 13.6131 8.1508 20.3834
Si 10.8933 10.8679 20.3257
Si 13.6375 13.5844 20.3859
Si 16.3848 16.2961 20.4063
Si 19.0893 2.6827 20.4425
Si 16.3513 5.4153 20.4115
Si 19.0674 8.1475 20.44
Si 16.3249 10.8777 20.4152
Si 19.0548 13.591 20.4356
Si 21.7829 16.3124 20.4551
Si 24.4906 2.7162 20.4562
Si 21.7769 5.417 20.4539
Si 24.4892 8.1392 20.4506
Si 21.7728 10.8653 20.4484
Si 24.4887 13.5875 20.4557
Si 27.1943 16.3273 20.4315
Si 29.8784 2.7361 20.4162
Si 27.1918 5.4264 20.4386
Si 29.8921 8.1589 20.4145
Si 27.1902 10.8819 20.4354
Si 29.906 13.6043 20.4196
O 28.1459 9.6534 28.6171
O 6.2976 15.8086 31.2781
O 30.0613 14.9233 37.6635
O 6.9403 15.1944 28.6947
O 1.933 4.543 28.3009
O 33.0933 6.7214 32.3433
O 8.6265 12.2121 28.1614
O 30.5808 6.2913 33.0364
O 25.7694 14.1819 39.0218
O 3.8892 11.4562 28.107
O 5.4419 13.5192 27.4979
O 23.1905 10.2064 28.4014
O 19.9599 6.3861 28.561
O 9.0398 2.6854 29.6775
O 15.6586 8.1554 39.194
O 8.1298 5.5095 27.5115
O 9.1889 10.5598 32.6669
O 13.3488 16.227 30.6135
O 19.6001 9.5301 38.0557
O 16.1619 8.0838 27.549
O 18.084 4.537 28.588
O 13.8489 9.8706 38.3779
O 13.5343 10.7976 27.6217
O 31.9557 14.2599 36.0983
O 20.3432 11.6466 28.797
O 27.5637 7.3425 37.9484
O 18.5889 10.9116 35.9681
O 8.4401 15.9016 33.634
O 27.3342 2.78 27.6592
O 20.7322 1.8667 28.5393
O 29.9668 9.8286 37.9478
O 22.6608 3.6549 28.6795
O 31.7565 11.2323 30.8151
O 28.8988 15.0153 28.6714
O 7.2976 12.3953 32.7436
O 3.881 9.5575 38.3088
O 31.2975 1.2223 28.7079
O 32.91 2.7108 27.4244
O 20.8274 16.5491 36.2483
O 26.3882 6.8702 28.7108
O 18.4383 12.1324 33.5686
O 5.5866 12.955 38.0661
O 8.4205 2.5576 34.2731
O 4.6254 2.9127 38.9977
O 20.9814 12.0211 33.3798
O 7.3321 11.1054 38.9404
O 3.1784 12.3696 37.1844
O 25.3661 9.1376 29.203
O 2.97 4.7957 38.1903
O 23.5295 9.7256 35.5491
O 29.9015 9.3754 30.5651
O 19.1465 10.0066 30.5397
O 12.3012 11.9674 39.1161
O 21.674 8.1707 27.6762
O 19.7355 14.9528 38.0921
O 13.7979 6.6106 35.919
O 27.024 4.9057 37.2275
O 7.0946 10.0421 28.3747
O 23.8809 3.0852 33.3005
O 8.5813 1.6332 37.6805
O 11.1217 8.0826 38.9667
O 5.8328 6.5099 32.6918
O 24.5732 9.9146 37.9152
O 32.4377 8.6969 30.7495
O 33.178 4.3452 37.3373
O 18.585 4.72 35.6557
O 30.7634 3.728 38.0914
O 6.2293 0.8703 38.2972
O 24.4656 5.3612 27.7811
O 15.8271 15.6405 30.0778
O 8.5779 16.4703 30.3502
O 12.7323 16.5647 39.2159
O 4.8002 3.1276 30.5092
O 20.8256 9.5915 35.6891
O 5.8741 15.9808 33.8862
O 2.1504 5.8776 35.9647
O 8.1872 3.7179 31.9347
O 33.3588 9.8303 34.1216
O 21.8654 13.4839 27.751
O 22.0986 13.4227 38.5522
O 12.2728 13.0305 32.2728
O 32.5373 5.137 34.3641
O 3.0867 10.055 32.9977
O 3.4331 10.4434 30.4347
O 2.311 2.8887 31.5053
O 33.7649 6.5964 29.7605
O 11.1593 14.7573 30.6703
O 15.0502 8.9758 32.8763
O 25.6843 7.0434 36.1433
O 23.746 16.295 39.0394
O 26.9363 6.7395 32.9083
O 10.7472 13.6241 27.463
O 12.6415 5.7542 39.1754
O 10.2134 7.9353 30.4279
O 23.6076 5.5585 35.8887
O 2.7499 10.2847 35.613
O 19.5797 4.4529 38.0941
O 9.9088 8.1813 33.4073
O 27.3385 2.4554 38.2369
O 3.9384 7.6785 36.5595
O 7.32 16.2778 36.0478
O 32.6122 8.2358 27.7128
O 11.3009 7.9348 36.5091
O 18.7942 14.9989 35.6828
O 13.276 10.8592 33.197
O 4.3264 2.1885 28.1493
O 21.0451 5.3265 36.0789
O 33.9299 14.8202 28.6898
O 31.8423 8.3542 38.9799
O 10.8228 3.4181 31.3318
O 9.681 12.9815 31.8152
O 3.6645 14.7383 38.2959
O 7.1751 13.9017 34.8754
O 22.4841 15.8989 30.7143
O 2.809 16.4765 27.5007
O 32.8241 13.1621 38.365
O 14.5433 13.1575 33.5455
O 1.6448 10.1585 28.5276
O 2.1755 12.5738 29.6847
O 20.3189 2.7876 36.2743
O 15.0961 3.7911 32.5333
O 22.0842 1.7598 37.9825
O 20.2942 0.4385 31.8241
O 10.8062 14.9127 33.3096
O 3.0493 15.0715 33.6743
O 29.8748 1.968 30.7416
O 4.1458 4.3511 32.7189
O 23.4653 11.8223 32.7873
O 15.9335 5.1407 35.2588
O 27.8685 11.0429 30.9104
O 31.6778 3.0145 35.6504
O 29.7242 5.0931 30.9566
O 5.6838 7.5974 38.4068
O 33.7664 6.7173 38.2328
O 18.2567 15.3512 31.0159
O 31.92 12.5389 28.4777
O 1.7988 11.0824 39.1184
O 16.0412 12.7782 38.2474
O 29.004 4.6058 28.5014
O 15.8333 1.7577 38.6178
O 23.5447 5.5587 39.2076
O 20.3544 4.1232 29.8852
O 11.0584 2.081 38.4029
O 30.9672 6.2976 28.7535
O 6.394 3.7818 28.481
O 17.3489 9.7784 33.9695
O 17.7513 6.0644 39.1271
O 12.8897 4.1468 28.4372
O 9.432 5.2892 30.1987
O 14.1092 14.504 38.3836
O 27.7226 13.6989 30.6959
O 25.9833 2.7545 36.0159
O 25.9685 12.4523 32.1576
O 22.146 7.0576 37.7254
O 14.8971 2.1979 36.2418
O 27.5299 0.9413 35.0788
O 19.5821 12.4954 31.1794
O 17.893 9.8854 28.3191
O 9.7181 7.5847 28.0078
O 9.2253 9.4177 37.9983
O 23.3231 12.0823 36.6205
O 25.1216 16.0064 30.7775
O 10.9069 2.6619 27.3913
O 25.0083 3.6386 38.2426
O 15.3467 12.3137 28.6738
O 15.2041 1.6576 31.0822
O 9.1377 0.7796 27.9463
O 23.3433 11.3637 39.4911
O 25.1313 7.2499 31.0461
O 29.9709 16.1503 35.2965
O 9.2629 4.044 38.4828
O 16.661 0.3203 35.4999
O 14.5653 1.0746 28.5743
O 7.3507 5.7118 39.1686
O 1.8225 16.5167 38.9431
O 22.61 0.8274 33.0055
O 14.4119 12.0236 31.1363
O 33.1723 2.6935 33.4707
O 5.9502 9.4446 36.615
O 5.5917 8.8188 34.1231
O 29.6452 13.6149 35.2246
O 4.9326 8.7077 31.6049
O 4.4451 14.215 35.8823
O 5.39 8.2416 27.5512
O 21.282 13.9796 36.1664
O 16.5323 10.6436 30.4214
O 25.4346 11.6342 28.3015
O 6.4473 4.2324 33.8567
O 28.8479 0.4488 38.9473
O 24.866 0.9647 34.4723
O 16.9981 2.8142 34.8047
O 22.1636 7.5226 35.1078
O 18.6517 5.954 30.7879
O 19.8006 14.3671 32.9315
O 18.0358 0.326 39.1551
O 15.0185 1.4313 33.7115
O 10.1503 13.7606 39.1796
O 12.4004 15.3653 28.3986
O 11.5645 10.3305 37.3031
O 15.9937 7.683 34.8955
O 24.443 6.7184 33.6141
O 11.7847 6.6976 34.3678
O 30.0349 10.9671 27.5867
O 16.6861 13.2483 30.7252
O 32.5376 1.9621 30.9756
O 28.4883 4.7266 33.3432
O 9.6272 10.0491 29.0473
O 10.2789 0.8131 34.9593
O 11.8835 8.9871 28.4922
O 31.9966 7.7378 34.59
O 16.3423 11.9448 35.044
O 27.1476 13.489 27.5759
O 3.1636 5.1714 30.5151
O 18.303 16.4057 33.4681
O 2.3558 8.2086 31.3185
O 17.4059 7.5599 32.6833
O 28.5388 10.9775 36.0892
O 10.497 1.0304 32.4279
O 27.1406 13.0725 35.2745
O 25.7298 1.1556 28.7879
O 13.7146 5.1809 30.8165
O 29.1166 1.0151 33.0195
O 7.4949 8.5326 32.3638
O 29.1686 5.6386 39.0259
O 8.2783 15.4353 38.2995
O 16.7685 14.4118 34.1037
O 28.056 15.0721 33.7847
O 25.3722 4.7997 31.9506
O 2.6057 7.8887 34.3677
O 17.5849 14.456 28.6021
O 14.3218 6.3654 28.4856
O 19.0921 16.3452 27.6718
O 27.2878 12.4052 37.8559
O 28.1132 6.4469 35.392
O 30.8128 3.6782 33.0867
O 2.511 14.8434 31.074
O 6.2131 11.3787 34.9163
O 27.4284 8.4197 30.6812
O 11.0633 0.8894 29.7357
O 10.103 3.1763 36.2397
O 21.9506 2.2029 30.8067
O 30.1867 13.27 30.2702
O 30.931 9.9737 35.4332
O 31.3308 3.7555 29.4696
O 28.439 12.5905 33.0073
O 17.2994 8.1221 30.183
O 25.2099 2.3332 31.0883
O 24.3875 11.1071 30.5725
O 1.5375 0.5383 32.4268
O 32.6476 1.8749 37.9213
O 12.9472 2.2207 32.3106
O 32.7447 13.6853 30.7135
O 11.0301 3.1062 33.8877
O 29.5074 15.6714 31.0806
O 13.1971 8.8918 34.8864
O 33.376 11.943 36.1561
O 6.4231 1.8629 32.6134
O 30.8857 12.0308 37.0127
O 13.7195 12.127 37.0519
O 20.7698 11.6714 37.2299
O 14.4922 6.1561 33.3153
O 27.4439 0.9605 30.8698
O 12.4196 8.4394 32.4698
O 25.786 11.0929 36.0476
O 22.093 9.607 33.3916
O 6.4148 1.3328 29.4336
O 22.6188 1.9662 35.3895
O 7.9247 11.4025 30.5122
O 4.9899 13.2512 33.5224
O 3.4732 6.6745 28.4327
O 11.0536 6.1766 32.0298
O 26.0772 5.0583 34.6331
O 4.4586 5.8808 34.7643
O 14.2916 3.8912 38.2667
O 26.4509 2.6831 33.3589
O 11.814 6.2235 29.4429
O 16.3396 2.7598 27.6846
O 2.6674 12.7278 34.6395
O 23.9319 13.6886 30.9486
O 15.1119 14.003 36.0397
O 31.1207 9.6243 32.8533
O 16.7437 3.7602 37.2613
O 21.5781 10.8406 31.101
O 23.7923 15.0381 28.6555
O 17.9663 11.2019 39.0954
O 4.1143 0.5115 32.1046
O 16.1073 5.9053 31.1977
O 8.0077 9.4487 34.7781

Results
total energy: -218736.342 eV
total energy less fixed offsets of O -438.35, Si -107.03 eV per atom: -17.622 eV

Forces (eV/angstrom), in the order of the atoms: element, x, y, z
Si 0.0481 -0.0874 0.7468
Si 0.2024 -0.007 0.716
Si -0.2001 0.0524 0.7991
Si -0.1349 0.057 0.752
Si 0.0996 -0.1578 0.7035
Si -0.1375 0.1063 0.6868
Si -0.0716 0.1525 0.7608
Si -0.1568 0.0614 0.7607
Si 0.0189 -0.1603 0.7747
Si -0.0781 -0.1161 0.5586
Si 0.1615 -0.1669 0.6815
Si -0.1516 -0.0148 0.53
Si 0.2522 -0.078 0.7261
Si 0.0188 0.1662 0.6616
Si 0.1603 -0.1092 0.6998
Si -0.0199 -0.0002 0.4459
Si -0.0506 0.0968 0.7736
Si -0.1533 0.2147 0.7134
Si 0.1405 -0.1692 0.6946
Si -0.1772 0.09 0.6805
Si 0.0732 -0.1541 0.7574
Si -0.3873 0.3745 0.6616
Si 0.2059 -0.1534 0.7246
Si -0.3258 0.1158 0.651
Si 0.026 0.0318 0.4545
Si -0.2091 0.0604 0.7028
Si 0.2973 -0.1079 0.7147
Si -0.2836 0.1337 0.7592
Si 0.4044 -0.3623 0.6244
Si 0.2344 -0.1344 0.7719
Si 0.363 -0.2287 0.7144
Si -0.1443 0.2353 0.7322
Si 0.2352 -0.143 0.6834
Si 0.0806 -0.191 0.7236
Si -0.1298 0.2659 0.7357
Si -0.1301 0.0469 0.6454
Si -0.0169 -0.0165 -0.064
Si -0.0143 0.0007 -0.0464
Si 0.0011 -0.0092 -0.0596
Si -0.0192 0.0375 -0.0228
Si 0.0287 -0.007 -0.032
Si 0.0042 -0.0145 -0.0428
Si -0.0011 -0.0025 -0.0528
Si -0.0005 0.007 -0.0361
Si -0.0015 -0.0055 -0.0423
Si 0.0051 0.0209 -0.0199
Si -0.039 -0.0332 -0.0134
Si 0.0274 -0.0019 -0.0159
Si -0.0426 0.014 -0.0348
Si 0.0353 -0.016 -0.037
Si -0.0356 0.0089 -0.0357
Si -0.0004 0.0462 -0.0276
Si -0.0225 0.0014 -0.0373
Si -0.0039 -0.0085 -0.0736
Si -0.0125 0.0358 -0.069
Si -0.0309 -0.0109 -0.0584
Si 0.0362 -0.0278 -0.0791
Si 0.0082 -0.0367 -0.0511
Si -0.0136 -0.0087 -0.0654
Si 0.0259 0.0447 0.0153
Si 0.0421 0.0056 -0.0326
Si 0.0021 0.0058 -0.0385
Si 0.0091 -0.0039 -0.0476
Si 0.0153 0.0222 -0.0551
Si 0.0097 -0.0057 -0.0902
Si -0.0074 -0.022 -0.1044
Si -0.0435 -0.0098 -0.0289
Si 0.0066 -0.0134 -0.0654
Si -0.0116 0.0179 -0.0419
Si -0.0073 -0.0007 -0.0309
Si 0.0093 -0.0371 -0.0606
Si 0.0069 0.025 -0.0181
Si -0.0038 0.0342 0.0261
Si 0.0009 0.0017 0.0325
Si 0.0122 0.0055 0.0005
Si 0.004 0.0018 0.0001
Si -0.0125 -0.0138 0.0054
Si -0.0038 -0.0147 -0.0066
Si 0.0146 0.0193 0.0087
Si 0.0109 -0.0038 0.0149
Si -0.0054 -0.0054 0.0207
Si -0.0045 0.0052 -0.022
Si 0.0365 0.016 0.0122
Si -0.0394 -0.0053 0.0274
Si 0.0024 -0.0098 0.0145
Si -0.0035 -0.0129 -0.001
Si 0.012 -0.0205 0.0492
Si -0.0059 -0.0131 0.0188
Si 0.0253 0.0026 0.0147
Si 0.0131 -0.0215 0.0371
Si 0 -0.0141 0.0138
Si -0.0095 0.0287 0.0018
Si -0.0062 -0.018 0.0082
Si 0.0177 0.0068 -0.0122
Si -0.0038 0.022 0.0221
Si -0.0272 0.0202 0.0382
Si 0.0228 0.0243 0.0178
Si -0.0102 -0.0147 0.0099
Si -0.0228 -0.0103 -0.0079
Si -0.0205 -0.0029 -0.001
Si 0.0307 -0.0322 0.0224
Si -0.0072 -0.0158 0.0451
Si 0.0259 -0.0116 0.02
Si 0.0126 -0.0159 0.024
Si 0.0112 0.0031 0.0119
Si -0.0116 -0.0005 0.0203
Si 0.0118 0.0519 -0.0136
Si 0.0105 0.0388 0.0211
Si 0.005 -0.0156 -0.0121
Si -0.0023 -0.0029 -0.0228
Si -0.0024 -0.0056 -0.0021
Si 0.0186 0.0225 0.0087
Si -0.0161 -0.0015 -0.0093
Si 0.0013 -0.0099 0.0075
Si 0.0016 -0.0094 0.0007
Si -0.0058 0.0004 -0.0104
Si 0.0021 -0.0197 -0.0141
Si -0.0011 0.0055 0.0054
Si 0.0122 -0.0119 -0.028
Si -0.0065 -0.0199 -0.0196
Si 0.0114 0.0024 -0.0134
Si -0.0142 -0.0011 0.0102
Si 0.0033 0.0045 -0.0266
Si -0.004 0.0108 -0.0102
Si -0.0046 -0.0098 0.0061
Si -0.0008 -0.0125 0.003
Si 0.0188 0.033 -0.0428
Si -0.0098 0.0022 0.0037
Si 0.0027 0.0079 -0.0085
Si -0.015 0.037 0.0207
Si 0.0027 -0.0027 -0.0016
Si -0.0076 -0.0158 0.0128
Si -0.0008 -0.0057 -0.0074
Si 0.0174 -0.0004 0.014
Si 0.0007 -0.0129 -0.0332
Si 0.0059 0.0059 0.0022
Si -0.0203 0.0082 0.0182
Si 0.0028 0.0096 -0.0044
Si -0.0136 -0.0045 -0.0053
Si -0.0066 -0.0022 -0.0058
Si 0.0182 -0.0037 0.0052
Si 0.0128 -0.0032 -0.009
Si -0.0002 -0.0044 0.0138
Si -0.0167 -0.0223 0.0118
Si 0.0063 -0.0048 -0.0019
Si 0.007 0.0004 -0.0028
Si 0.008 -0.0081 0.0017
Si 0.003 0.0019 -0.015
Si 0.0084 -0.0037 0.0018
Si 0.0081 0.0055 -0.0082
Si 0.0116 -0.0003 -0.0018
Si 0.0013 0.0095 -0.0167
Si 0.003 -0.0082 -0.0044
Si 0.0022 -0.0035 -0.0116
Si -0.0058 0.005 0.0015
Si 0.0201 -0.0027 -0.0111
Si -0.0093 0.0107 -0.0134
Si -0.0005 0.0081 -0.0123
Si -0.0008 0.011 -0.0129
Si -0.0025 0.0012 -0.0075
Si -0.0163 0.0025 0.0006
Si 0.009 0.0151 -0.0044
Si -0.0026 0.0051 0.0008
Si 0.0023 0.0008 0.0033
Si -0.0047 0.0016 -0.0047
Si -0.009 0.0106 -0.0074
Si -0.0134 -0.0059 -0.0137
Si -0.0022 0.0042 -0.0018
Si 0.0048 -0.007 -0.0064
Si 0.009 0.0044 -0.0041
Si -0.0157 -0.0022 0.004
Si -0.0045 0.0008 -0.0073
Si -0.0028 -0.0131 -0.0026
Si 0.0029 -0.0009 -0.0008
Si -0.0039 -0.0006 -0.0073
Si -0.0054 0.0091 -0.0135
Si -0.0036 -0.0104 -0.0003
Si -0.0075 -0.0048 -0.0025
Si -0.0013 -0.0028 -0.0015
Si 0.0023 0.0046 -0.0046
Si 0.0076 -0.0136 0.0138
Si 0.016 -0.0026 0.0007
Si -0.0208 0.0152 -0.002
Si 0.0109 0.0084 -0.0003
Si -0.0008 0.0019 -0.007
Si -0.0121 0.0215 0.0153
Si -0.0109 -0.0025 -0.0173
Si -0.0161 -0.0083 0.0183
Si 0.0134 0.0071 0.0181
Si 0.0099 -0.0018 0.0003
Si -0.0071 0.0001 -0.0125
Si 0.0104 -0.011 0.0265
Si 0.0066 -0.0163 -0.0254
Si -0.0005 -0.0172 0.0201
Si 0.0058 -0.0138 -0.0005
Si 0.0083 0.0244 0.0055
Si -0.0126 -0.0043 0.0081
Si -0.0033 -0.0084 -0.0127
Si 0.0016 -0.016 0.0221
Si 0.0167 -0.0054 -0.0048
Si -0.0069 0.0041 0.0016
Si 0.0146 -0.0047 0.0268
Si -0.0003 0.0025 -0.0111
Si -0.0096 0.0101 0.0064
Si 0.0035 -0.0043 -0.0073
Si -0.0023 -0.0031 0.009
Si 0.0113 0.0141 0.0133
Si -0.0037 0.0022 -0.0036
Si -0.0006 0.0089 -0.0143
Si 0.0021 0.0018 0.0038
Si 0.0013 0.0086 -0.008
Si 0.001 -0.0049 0.0046
Si 0.0101 0.0035 -0.0065
Si -0.0043 0.0178 0.0127
Si -0.0014 -0.0171 0.0047
Si -0.0135 0.0061 -0.0079
Si -0.0123 -0.0271 -0.0366
Si 0.0226 0.0229 -0.0137
Si 0.0088 -0.0118 -0.0069
Si 0.0028 -0.013 -0.0209
Si 0.0392 -0.0278 0.0057
Si 0.0041 0.0022 -0.0177
Si 0.0027 -0.0115 -0.0134
Si 0.0024 0.0237 -0.0332
Si -0.0033 -0.035 -0.0416
Si -0.005 0.0102 0.0064
Si 0.0162 0.0312 -0.0137
Si 0.0098 -0.0035 -0.0399
Si -0.0022 0.0369 -0.0259
Si -0.002 0.0067 -0.0224
Si -0.0122 -0.0056 -0.0139
Si 0.002 -0.0029 -0.0351
Si 0.0008 0.0073 -0.0197
Si -0.017 0.0143 0.0108
Si 0.0096 -0.0075 -0.0342
Si -0.0098 0.014 0.0033
Si -0.0134 -0.0125 -0.0271
Si 0.0019 -0.0239 -0.0235
Si 0.0105 0.008 0.0008
Si -0.0203 0.019 -0.0207
Si -0.0144 0.0042 0.0069
Si -0.0141 -0.0012 -0.0331
Si -0.0087 -0.0063 -0.0171
Si -0.0382 0.0042 -0.0032
Si -0.0005 -0.0019 -0.0141
Si 0.0289 -0.0023 -0.0164
Si -0.0184 0.0068 -0.0144
Si -0.004 0.005 -0.0107
Si 0.0396 -0.0103 0.0096
Si -0.0267 -0.0109 -0.0316
Si 0.018 0.0094 -0.0367
Si 0.0096 0.0049 -0.0103
Si 0.0194 0.0014 0.0703
Si -0.0081 0.001 0.0443
Si -0.0093 0.0295 0.0314
Si -0.0262 0.0147 0.0412
Si -0.0035 -0.0068 0.0612
Si -0.006 0.0216 0.0547
Si -0.0055 -0.0061 0.0587
Si -0.0205 0.0154 0.0715
Si -0.0037 0.0169 0.0473
Si -0.0239 0.0126 0.0512
Si -0.0029 -0.0232 0.0336
Si -0.0627 -0.0104 0.0258
Si 0.0082 -0.0374 0.0299
Si 0.0198 -0.0251 0.0563
Si -0.0185 0.0104 0.0697
Si -0.001 0.0083 0.0377
Si 0.0081 -0.0156 0.0361
Si -0.0053 -0.0228 0.0727
Si 0.0228 0.0106 0.0835
Si -0.0215 -0.0227 0.0384
Si -0.0043 -0.0144 0.0326
Si 0.0243 0.0046 0.028
Si -0.0317 0.0131 0.0685
Si 0.022 -0.0147 0.044
Si -0.0249 -0.0218 0.0352
Si 0.0123 0.0279 0.0634
Si 0.0184 0.0151 0.0457
Si 0.0081 -0.017 0.0579
Si 0.0081 0.0161 0.0365
Si 0.0056 -0.0088 0.038
Si -0.0024 0.0043 0.0491
Si 0.0008 -0.0061 0.04
Si 0.0001 -0.0158 0.0658
Si 0.0288 0.0272 0.0432
Si -0.0018 -0.0099 0.0531
Si -0.0271 -0.0141 0.0751
Si -0.1858 -0.2766 -0.7421
Si 0.2344 -0.0293 -0.737
Si 0.081 0.2549 -0.7443
Si -0.0659 -0.2117 -0.7008
Si 0.1887 0.0593 -0.7391
Si -0.1618 0.0497 -0.6602
Si 0.1904 0.2744 -0.7453
Si -0.0958 0.0029 -0.7378
Si -0.1377 -0.1952 -0.7719
Si 0.1252 -0.0629 -0.7419
Si 0.2287 0.0882 -0.7401
Si 0.0098 -0.2365 -0.6793
Si 0.1422 0.0888 -0.7303
Si -0.0789 -0.1676 -0.7473
Si 0.0866 0.2823 -0.6354
Si -0.1486 -0.2009 -0.6862
Si -0.2457 -0.0982 -0.7596
Si 0.1403 0.229 -0.7409
Si -0.198 -0.0749 -0.7386
Si 0.1855 0.1354 -0.7673
Si 0.1641 0.1469 -0.7343
Si -0.1326 -0.1782 -0.7554
Si 0.1031 0.0447 -0.7242
Si -0.259 -0.0893 -0.7031
Si 0.0503 0.2326 -0.661
Si -0.2196 -0.2213 -0.7294
Si -0.1765 -0.1508 -0.757
Si 0.0699 0.2509 -0.7403
Si 0.248 0.0002 -0.6974
Si -0.1316 -0.0939 -0.747
Si 0.1473 0.2186 -0.7415
Si -0.3328 -0.2444 -0.7249
Si 0.2042 0.1047 -0.7768
Si -0.1759 -0.1546 -0.6874
Si -0.0812 -0.2858 -0.7261
Si 0.1184 0.2105 -0.7126
Si -0.0661 -0.0429 0.0518
Si 0.0788 0.0282 0.1836
Si -0.0002 0.0179 0.0025
Si -0.0027 -0.0129 -0.1653
Si 0.1085 0.1271 -0.0302
Si -0.1708 -0.0283 -0.1926
Si 0.028 0.0471 0.1039
Si 0.0518 -0.1099 -0.081
Si -0.0511 -0.014 -0.038
Si -0.0342 0.0756 0.0408
Si -0.0013 -0.0784 -0.1384
Si 0.0524 -0.0426 -0.0613
Si -0.0444 -0.0855 0.2694
Si -0.0269 -0.0475 -0.1107
Si -0.0612 0.0824 0.0745
Si 0.0093 0.0267 -0.1156
Si 0.0319 0.0488 0.0276
Si 0.0821 0.0688 -0.048
Si 0.0449 -0.0825 -0.0342
Si 0.0245 -0.0335 0.0125
Si -0.0196 0.0168 -0.0014
Si 0.1883 -0.0382 -0.1151
Si 0.0588 0.0759 0.1251
Si -0.0115 -0.0116 -0.2096
Si 0.0399 0.0035 -0.0883
Si 0.0587 0.1402 -0.0405
Si -0.0103 0.0518 -0.1717
Si -0.0264 -0.1297 0.1181
Si 0.1079 0.0113 0.0501
Si 0.1179 -0.1225 0.0415
Si -0.0504 0.0953 -0.1698
Si -0.0293 0.0204 -0.1084
Si 0.0273 0.0942 0.133
Si -0.0136 -0.0043 -0.1748
Si 0.0286 0.0406 0.0472
Si 0.0527 0.0193 0.1389
Si 0.0335 -0.0467 -0.0133
Si -0.0517 0.0359 0.0012
Si 0.0386 -0.0493 -0.0536
Si 0.1521 -0.0747 -0.0301
Si 0.0789 0.0892 0.1224
Si 0.0281 -0.0942 -0.1093
Si 0.0399 0.0478 -0.0768
Si -0.0606 0.004 -0.1205
Si 0.0247 0.0392 -0.0363
Si -0.0711 -0.1071 -0.056
Si -0.0243 0.0719 0.0454
Si -0.0868 -0.0665 -0.1432
Si 0.058 -0.1185 0.0042
Si 0.1049 -0.033 0.0298
Si 0.1539 -0.0271 -0.0033
Si -0.1492 0.107 0.2041
Si 0.0916 0.0746 0.0398
Si -0.0181 0.0438 -0.1534
Si -0.0045 -0.1441 0.0883
Si 0.0385 0.1737 -0.1244
Si -0.0272 -0.0441 -0.1506
Si -0.0089 0.0081 -0.007
Si 0.1408 -0.0002 -0.1157
Si 0.0397 -0.0154 -0.0522
Si 0.018 0.0273 0.1191
Si -0.1321 0.0135 -0.0367
Si -0.0176 -0.0861 0.0031
Si 0.0579 0.1016 -0.0034
Si 0.0203 -0.0438 0.0571
Si -0.0185 -0.0481 0.0211
Si 0.0074 0.1095 -0.0575
Si 0.0266 -0.0684 -0.0037
Si 0.0596 -0.0243 -0.0635
Si 0.0145 0.0581 0.1325
Si -0.0782 -0.101 -0.0758
Si -0.1709 -0.0151 0.0599
Si 0.0437 0.1313 -0.0781
Si -0.086 0.0481 0.0495
Si -0.0187 0.0472 0.0376
Si -0.055 -0.0476 0.0873
Si -0.0208 -0.0326 0.2145
Si 0.0908 -0.0743 -0.139
Si -0.0218 -0.0611 0.1159
Si -0.1117 -0.0907 -0.131
Si 0.0111 -0.0391 0.0053
Si 0.07 -0.049 0.0358
Si 0.0466 -0.0569 0.1279
Si 0.041 0.0678 -0.0732
Si 0.0485 0.1146 0.239
Si -0.0523 0.0189 0.0849
Si -0.051 0.0981 0.0163
Si -0.1163 -0.0477 -0.0346
Si 0.0812 0.0441 -0.1473
Si 0.0825 -0.0184 0.0911
Si -0.0115 0.0157 -0.1598
Si 0.0731 0.1447 -0.121
Si -0.0006 0.0057 0.1283
Si -0.0378 0.0561 0.0565
Si 0.0085 -0.1053 -0.003
Si -0.0458 -0.0007 0.1836
Si 0.0616 -0.0787 0.1863
Si -0.0166 0.0252 0.0687
Si 0.0363 0.0307 -0.0284
Si 0.0656 0.0174 -0.0343
Si 0.0955 0.1253 0.3016
Si -0.1004 0.1516 0.0466
Si -0.118 0.0442 0.0733
Si 0.0023 -0.0689 0.251
Si -0.0596 -0.085 0.0767
Si 0.0708 0.0799 -0.1101
Si 0.057 0.0652 0.0747
Si 0.1051 0.0221 -0.0164
Si -0.0026 0.0268 0.004
Si 0.004 0.0024 0.0038
Si 0.0004 0.0096 0.0065
Si -0.0028 -0.0041 0.0002
Si 0.0093 -0.0014 -0.0071
Si 0.005 0.009 0.0092
Si 0.0039 0.0069 -0.0067
Si 0.0151 0.0139 0.0065
Si 0.0008 0.0108 0.0069
Si 0.0053 -0.0066 0.0104
Si 0.0073 0.004 -0.0043
Si -0.008 0.0027 0.0046
Si 0.0013 -0.0031 -0.0102
Si 0.0282 -0.0105 0.0102
Si -0.0031 0.0039 0.0045
Si 0.017 -0.0032 0.015
Si -0.0017 0.0028 -0.0085
Si -0.0151 -0.0232 0.0174
Si -0.0174 0.0092 -0.0107
Si -0.0067 -0.0023 0.0073
Si -0.0088 -0.0107 0.0021
Si 0.0108 -0.0224 -0.0061
Si 0.0025 0.0032 0.0215
Si 0.0051 -0.0153 0.022
Si -0.012 -0.0015 0.0119
Si -0.0032 -0.0195 0.0104
Si -0.0273 0.0105 0.0003
Si -0.0107 0.0009 -0.0001
Si -0.0026 0.003 0.0019
Si -0.0011 -0.0074 -0.0015
Si 0.0113 0.0047 -0.0004
Si -0.0003 0.003 0.0056
Si -0.0009 -0.0047 -0.0016
Si 0.0066 -0.0079 -0.0028
Si 0.0009 0.0201 0.0036
Si 0.0064 0.0113 -0.0085
Si -0.0081 -0.0048 -0.0035
Si 0.0033 -0.0008 -0.0064
Si -0.0055 0.0009 -0.001
Si 0.0093 -0.0036 -0.0051
Si -0.0004 0.0007 -0.0017
Si 0.0001 -0.0102 0.0013
Si -0.0005 -0.0017 -0.0056
Si -0.0085 0.0048 0.0028
Si 0.0083 -0.0073 0.0018
Si -0.0017 -0.0075 -0.004
Si -0.0051 0.0055 0.0042
Si -0.0058 -0.006 -0.0001
Si 0.0028 -0.0006 -0.0131
Si -0.0101 0.0051 -0.005
Si 0.0006 -0.0032 -0.0118
Si -0.0002 -0.0081 0.0001
Si 0.008 0.0054 0.0022
Si -0.0061 0.0054 0.0021
Si 0.0034 0.0024 -0.0062
Si 0.0008 0.0049 0.0023
Si -0.0091 0.0087 -0.0075
Si 0.0095 -0.004 -0.0009
Si -0.0064 0.0061 -0.0036
Si 0.0003 -0.0058 0.0048
Si 0.0102 0.0044 -0.0077
Si 0.0034 -0.0064 -0.0015
Si -0.0076 0.0078 -0.0056
Si 0.0009 0.0086 -0.0036
Si -0.0093 0.0063 -0.0026
Si 0.0044 0.0028 0.0031
Si 0.0008 -0.0037 0.0064
Si 0.0046 0.0005 0.0031
Si 0.0061 -0.0069 0.0004
Si 0.006 -0.0029 -0.0005
Si 0.0031 -0.0144 -0.0081
Si -0.0084 0.0022 -0.0065
Si 0.0108 0.0117 0.0031
Si -0.0019 0.0049 0.0026
Si 0.0079 0 -0.0012
Si 0.0052 0.0075 -0.0091
Si -0.0107 -0.0181 -0.0041
Si -0.002 -0.0098 -0.0051
Si 0.0002 -0.0021 -0.006
Si 0.0188 0.0111 0.0015
Si -0.0062 -0.0131 0.002
Si -0.0038 0.002 -0.0048
Si 0.0158 0.0152 0.001
Si 0.0007 -0.0031 0.0015
Si -0.0122 -0.0012 -0.0069
Si -0.0045 -0.0045 0.0008
Si 0.003 0.0067 0.0044
Si -0.0159 -0.0142 -0.003
Si 0.004 -0.0082 -0.0014
Si -0.006 -0.003 0.002
Si -0.0026 -0.0003 -0.0017
Si 0.0123 0.0019 -0.0016
Si 0.0032 0.0184 -0.0007
Si -0.0074 0.0059 -0.0055
Si 0.0063 -0.0003 -0.0035
Si -0.0027 -0.004 -0.0017
Si -0.0044 -0.0024 -0.0086
Si 0.0018 -0.0018 -0.0099
Si -0.0021 -0.0009 -0.0017
Si 0.0029 -0.0025 -0.01
Si -0.0104 -0.0058 0.0026
Si -0.011 -0.0105 -0.0005
Si -0.0031 -0.0105 -0.0014
Si -0.0001 -0.0046 -0.0037
Si -0.0005 -0.0068 -0.0095
Si -0.0004 0.0063 -0.0065
Si 0.0048 0.0179 -0.0006
Si 0.0139 0.0185 0.0005
Si 0.0021 -0.0052 -0.0004
Si -0.0043 -0.0047 -0.0011
Si 0.0001 -0.0011 0.0019
Si 0.0022 -0.0038 -0.0022
Si 0.0013 0.0074 0.0012
Si -0.0001 0.0129 0.0027
Si -0.0062 0.0033 -0.0015
Si 0.0074 0.0039 -0.0012
Si 0.0059 0.0012 -0.0013
Si 0.004 -0.0001 0.004
Si 0.0016 -0.0014 -0.0027
Si -0.0016 -0.0088 0.0073
Si 0.0085 -0.01 -0.0006
Si 0.0005 0.0033 -0.0053
Si -0.0107 -0.0012 0.0063
Si 0.0072 -0.002 0.0053
Si -0.003 0.0068 0.0006
Si -0.0048 0.0057 0.0072
Si -0.0093 0.0035 -0.0013
Si -0.0013 0.0006 -0.0044
Si 0.0026 -0.0002 -0.0039
Si 0.0093 -0.0175 0.0022
Si -0.0117 0.0094 -0.0056
Si -0.0046 -0.0009 -0.0021
Si 0 -0.0023 0
Si -0.0064 0.0026 -0.005
Si -0.0078 0.0053 0.0059
Si -0.008 -0.0006 0.0052
Si 0.0135 -0.0081 0.0006
Si 0.0006 -0.0001 0.0021
Si 0.0051 0.0038 -0.001
Si 0.0055 -0.0015 0.0003
Si -0.0085 0.0108 -0.0036
Si 0.0045 0.0022 0
Si -0.0019 0.0008 -0.0007
Si 0.008 -0.0145 0.0022
Si -0.0042 0.0015 0.0001
Si 0.0024 0.0081 -0.0018
Si 0.007 0.0027 0.001
Si 0 -0.0036 0.0002
Si 0.0036 0.0033 -0.003
Si 0.0007 -0.008 -0.0039
Si 0.011 -0.0012 -0.0032
Si 0.0042 0.0037 -0.0026
Si -0.007 0.0027 -0.0013
Si 0.012 0.0038 0.0013
Si -0.001 0.0027 -0.003
Si -0.0026 0.0031 0.0021
Si -0.0093 -0.0091 0.0042
Si 0.0015 -0.0053 0.0014
Si -0.0054 0.0028 0.0001
Si -0.0074 0.0018 0.0023
Si 0.0004 -0.0018 0.0004
Si -0.0051 -0.0027 0.0003
Si -0.0014 0.002 0.0026
Si -0.0027 -0.0003 0.0004
Si -0.0034 0.0001 -0.0006
Si 0.0098 0.0069 0.0072
Si 0.0008 0.0009 -0.006
Si -0.0038 -0.0047 -0.0027
Si -0.0008 -0.0051 -0.0028
Si 0.0007 -0.0085 -0.0044
Si -0.0098 -0.0002 0.0019
Si -0.0002 0.0039 0
Si -0.0014 0.0025 0.0056
Si -0.002 0.0019 -0.0011
Si 0.0014 0.0028 -0.0011
Si 0.0067 0.0026 0.0003
Si 0.0007 -0.0097 -0.007
Si 0.003 -0.0055 -0.0045
Si -0.0048 -0.0014 -0.002
Si 0.0028 0.0044 0.0031
Si 0.0041 -0.0025 -0.0016
Si 0.0033 -0.0067 0.001
Si -0.0032 0.003 -0.0012
Si 0.0034 -0.0028 -0.0013
Si 0.001 0.0008 -0.0005
Si -0.0022 0.0028 -0.002
Si -0.0011 -0.0026 -0.0013
Si 0.0002 0.0003 0.0031
Si 0.0034 -0.0017 0
Si -0.0108 0.0044 0.0051
Si 0.0041 -0.0007 -0.0001
Si 0.0039 -0.0052 0.0067
Si -0.0043 0.0013 0.0024
Si -0.005 0.0061 -0.0002
Si 0.0035 -0.0067 0.001
Si -0.003 -0.0015 0.0006
Si -0.0028 0.0023 0.0025
Si -0.0026 0.0003 0.0005
Si -0.0001 -0.0023 -0.0011
Si 0.0057 -0.0069 0.001
Si 0.0007 0.003 -0.0024
Si -0.0014 -0.0026 0.0062
Si -0.003 0.0029 -0.0001
Si -0.0017 0.0015 0.0036
Si -0.0038 0.0073 0.0015
Si -0.0023 0.0055 0.0002
Si 0.0004 0.0012 0.0021
Si 0.0033 -0.0053 -0.0002
Si 0.0011 -0.0023 -0.0014
Si -0.001 -0.0019 -0.0033
Si 0.0023 -0.0025 -0.0041
Si 0.0009 -0.0005 -0.0007
Si -0.0006 0.0061 -0.0005
Si 0.0022 -0.0001 -0.0012
Si 0.0038 0.005 -0.0017
Si 0.0043 -0.0026 0.0025
Si 0.0006 0.0025 0.0003
Si 0.0015 0.0029 -0.002
Si 0.0051 -0.0048 -0.0006
Si -0.0009 0.0018 -0.0018
Si 0.0043 0.0041 0.0003
Si 0.0031 0.0024 -0.0015
Si 0.0043 0.0077 -0.0005
Si 0.0004 0.0002 0.0017
Si 0.0002 0.0047 0.0001
Si 0.0012 0.0063 0.0025
Si 0.0043 -0.0065 -0.0023
Si -0.0017 -0.0017 -0.0013
Si -0.0006 -0.0017 0.0029
Si -0.0044 -0.0019 0.0001
Si 0.0013 0.0011 -0.0018
Si -0.0032 0.0008 0.0014
Si -0.0057 0.0007 0.0053
Si -0.0035 -0.0019 0.0014
Si -0.0019 -0.0011 0.0003
Si -0.0063 -0.0005 -0.0016
Si 0.0006 -0.0021 -0.0014
Si 0.0038 -0.0015 -0.001
Si -0.0009 -0.0039 -0.0026
Si -0.0066 -0.0009 0.001
Si -0.0032 -0.0035 -0.0007
Si -0.0026 -0.0046 0.001
Si -0.0025 0.0043 0.0021
Si 0 0.0018 0.0002
Si 0.0032 -0.0017 0.0005
Si 0.0047 -0.0002 -0.0019
Si 0.0047 -0.0024 -0.0002
Si 0.005 -0.0037 0.0006
Si -0.0044 0.0033 -0.0029
Si -0.001 -0.0011 -0.0034
Si -0.0022 -0.0032 0.0018
Si 0.0013 -0.0008 -0.0021
Si 0.001 -0.0048 -0.0016
Si 0.0065 0.0006 0.001
Si -0.0008 0.0077 -0.0022
Si -0.0033 -0.0002 -0.0016
Si 0.0029 0.0026 -0.0007
Si 0.0028 -0.0022 -0.0009
Si 0.0029 -0.0029 -0.0031
Si -0.0021 -0.0039 0.0017
Si 0.0017 -0.0036 0.0008
Si 0.0059 0.0002 -0.0003
Si 0.0006 0.0006 -0.001
Si 0.0023 0.0033 0.0008
Si -0.0013 -0.0001 0.0009
Si 0.0011 0.0025 0.0017
Si -0.0032 -0.0002 0.0011
Si -0.0048 -0.0023 0.0031
Si -0.0021 -0.0038 -0.0011
Si 0.0006 -0.0052 -0.0022
Si -0.0025 -0.0017 -0.0018
Si 0.0032 0.0008 -0.0019
Si -0.0047 0.0002 0.0001
Si -0.002 0.0022 0.0006
Si -0.0006 0.0056 -0.0019
Si -0.0025 -0.0003 -0.0012
Si 0.0042 0.0055 -0.0039
Si -0.0022 -0.0033 -0.0013
Si 0.0028 -0.0014 -0.0023
Si 0.0048 -0.0011 -0.0028
Si -0.0067 0.001 0.0007
Si -0.0025 -0.0005 -0.0002
Si -0.0043 0.0018 0.0001
Si -0.0018 0.0016 -0.0014
Si 0.005 0.0036 -0.0003
Si 0.0013 -0.0062 -0.0028
Si -0.0027 -0.0031 -0.0013
Si 0.0055 0.002 -0.0014
Si 0.0014 0.0054 0.0006
Si 0.0035 0.0008 0.0003
Si 0.0002 -0.003 0.0001
Si 0.0049 0.0014 0.0002
Si 0.0051 -0.0033 0.0022
Si 0.003 -0.0023 0.0004
Si 0.0022 -0.0027 0.0015
Si 0.0023 0.0063 -0.0036
Si 0.0035 0.0028 0.0012
Si -0.0042 0.0032 -0.0003
Si 0.0015 0.003 -0.0011
Si 0.0037 -0.0033 -0.0024
Si -0.0027 -0.0025 0.0002
Si -0.0014 0.0011 -0.0009
Si -0.0025 -0.0048 -0.0015
Si -0.0002 0.0016 0.0019
Si -0.0043 0.0084 -0.0035
Si -0.0045 -0.0018 -0.0009
Si 0.0002 0.0017 0.0019
Si -0.0023 -0.0108 0.0005
Si -0.0041 0.0016 0
Si 0.0017 -0.0036 0.002
Si -0.0039 -0.0011 0.0011
Si -0.0014 0.002 0.0005
Si -0.0032 -0.0015 0.0042
Si 0.0025 0.0051 -0.0004
Si -0.0014 -0.0026 -0.0013
Si -0.0056 0.0014 0.0028
Si -0.0005 -0.0022 -0.0014
Si 0.0025 -0.0015 0.0014
Si -0.0007 -0.0072 0.0009
Si 0.0076 0.0003 -0.0001
Si -0.0023 -0.0039 0.0007
Si 0.0004 0.0058 0.001
Si 0.0006 0.0019 0.0013
Si -0.0024 0.0005 0.0027
Si 0.0027 -0.0046 -0.0033
Si 0.0009 0.0005 0.0011
Si 0.0027 0.0026 0.0011
Si -0.0033 -0.0003 0.0017
Si 0.0037 0.0054 -0.0044
Si 0.0022 0 0.0026
Si -0.0002 -0.0026 0.0011
Si -0.0025 -0.001 0.0021
Si 0.0099 -0.0002 0.0002
Si -0.0029 -0.0025 -0.0017
Si 0.0013 -0.0033 -0.0056
Si -0.0023 0.0024 0.0016
Si -0.0005 0.0009 0.0015
Si 0.0001 -0.003 0.002
Si -0.0026 -0.0015 0.0057
Si -0.0021 0.0059 0.0052
Si -0.0012 -0.0008 -0.0058
Si -0.002 -0.0081 0.0014
Si 0.0008 0.01 -0.0021
Si 0.0047 0.0041 0
Si -0.0036 -0.0016 0.0037
Si -0.0009 0.0058 0.0016
Si -0.0004 0.0032 -0.002
Si -0.0012 -0.0017 0.0001
Si 0.0011 0.0014 0.0017
Si -0.0008 -0.0075 -0.0036
Si 0.0018 -0.0026 -0.0012
Si 0.0028 -0.0012 0.0001
Si -0.0019 0.0012 -0.0013
Si -0.001 0.0035 -0.0009
Si -0.0005 0.0043 0.0048
Si -0.0009 -0.0035 0.0011
Si 0.0006 0.0043 -0.001
Si -0.0045 -0.007 -0.0014
Si 0.0015 -0.0004 -0.0024
Si 0.0032 -0.003 -0.0008
Si 0.0069 -0.0033 0
Si 0.0106 -0.0073 0.003
Si -0.0041 0.0159 0.0042
Si 0.0045 -0.0026 0.0049
Si 0.0088 -0.0027 0.0007
Si -0.0045 0.0125 0.0037
Si 0.0055 0.0009 0.0027
Si -0.0104 0.0006 -0.0082
Si 0.0068 0.0022 0.0027
Si -0.0073 0.0154 -0.0068
Si 0.0013 -0.0057 0.0046
Si 0.0128 -0.0025 0.0033
Si -0.0079 0.0113 0.0013
Si 0.0007 0.0018 0.0034
Si -0.0033 -0.0017 0.0032
Si -0.0084 0.012 -0.0009
Si 0.0072 -0.0143 -0.002
Si -0.003 0.0051 0.0102
Si 0.0098 -0.019 -0.0031
Si -0.0003 -0.0011 0.0021
Si -0.0067 0.0016 0.0019
Si -0.001 -0.0087 0.0031
Si -0.0059 0.0073 0.0077
Si -0.0098 0.0048 0.0019
Si -0.0031 -0.002 0.0077
Si -0.0027 0.0037 -0.001
Si 0.0068 -0.0021 0.0033
Si -0.0078 -0.0002 0.0044
Si -0.0059 0.0014 0.0053
Si 0.011 -0.0101 0.0063
Si -0.0155 0.0142 0.0025
Si 0.0027 -0.0057 0.0021
Si 0.0061 -0.0062 0.0071
Si -0.0032 0.0036 0.0047
Si 0.0031 -0.0002 0.0004
Si 0.0023 -0.0077 0.0146
Si 0.002 0.0044 0.0046
Si -0.0047 0.0066 -0.0019
Si 0.0019 -0.0014 0.005
Si -0.004 -0.0071 -0.0011
Si 0.0022 -0.0003 -0.0005
Si 0.0034 -0.0026 0.0005
Si 0.0026 -0.013 0.0043
Si 0.0153 0.0068 0.0057
Si -0.0015 0.0001 0.0088
Si 0.0093 0.0003 0.0072
Si -0.0024 0.002 0.0019
Si -0.0002 0.0022 0.0048
Si -0.0073 -0.0013 0.0026
Si -0.0027 -0.0133 0.0114
Si -0.0056 -0.0008 0.0051
Si -0.0009 0.0032 0.0028
Si -0.0055 -0.0013 -0.0014
Si -0.001 -0.0082 0.0114
Si 0.0012 0.0072 0.0012
Si -0.0032 -0.0046 0.0023
Si 0.004 -0.0005 0.0025
Si 0.0001 0.0057 0.0038
Si 0 -0.0121 -0.001
Si 0.0005 -0.0031 -0.0005
Si 0.0038 0.0035 0.004
Si 0.0052 -0.0008 0.0013
Si 0.0001 -0.006 0.0052
Si 0.0062 0.0025 0.0034
Si 0.0014 0.0048 0
Si 0.003 0.0104 0.0016
Si 0.0031 0.0038 -0.0043
Si 0.0001 -0.0048 0.0003
Si -0.003 0.0008 0.0024
Si 0.0004 0.0018 -0.0034
Si 0.0001 0.0015 0.0006
Si -0.0044 -0.0026 0.0045
O -0.6383 -0.2995 0.0996
O -0.0116 -0.4925 -0.0088
O 0.1583 -0.0675 -0.1305
O 0.3601 -0.145 0.3543
O -0.0628 -0.2796 0.1652
O 0.1503 -0.197 -0.0272
O -0.4759 0.32 0.2802
O -0.2894 0.4406 -0.2419
O -0.0078 0.1208 -0.4562
O 0.2928 -0.1744 -0.0356
O -0.1459 0.0546 0.0803
O -0.3092 0.3176 0.3001
O -0.2222 0.2373 0.1516
O -0.6089 0.0272 -0.3594
O -0.1813 0.0536 -0.52
O 0.0532 0.1625 0.2377
O 0.3591 0.1874 -0.0134
O -0.0793 -0.0732 0.6564
O -0.0396 -0.6498 -0.2018
O -0.1766 0.0837 0.6038
O 0.0095 -0.0983 0.4159
O 0.1401 -0.3844 -0.6578
O -0.0076 0.1141 0.5816
O 0.2114 0.3043 -0.5162
O 0.0518 -0.016 0.1076
O 0.1326 0.5101 -0.2885
O -0.1288 0.165 0.327
O -0.2924 -0.1079 -0.4439
O 0.0705 0.0486 0.31
O -0.2609 0.0934 0.1758
O -0.5648 -0.0156 -0.1909
O 0.0086 0.1095 0.5223
O 0.4997 0.1651 0.1822
O 0.2461 0.3054 0.1922
O -0.0864 -0.071 -0.2007
O -0.0037 0.0975 -0.3234
O -0.1827 -0.6145 0.2689
O 0.2044 0.0573 0.1235
O -0.272 0.1192 -0.166
O 0.3352 -0.0343 0.1521
O -0.3949 0.0446 -0.342
O 0.0753 0.0722 -0.2886
O -0.1593 -0.1933 0.1394
O 0.2022 -0.1247 -0.5946
O 0.1597 0.2358 0.4118
O 0.0494 0.052 -0.3123
O -0.1125 -0.2115 0.4337
O -0.0775 -0.2597 -0.061
O 0.1562 0.0252 -0.3385
O 0.4781 -0.0483 -0.1449
O 0.0683 -0.2499 -0.2632
O 0.2343 -0.5637 0.5059
O 0.44 0.1698 0.1933
O 0.015 0.0389 0.2305
O 0.45 -0.2842 0.0208
O 0.2574 -0.2388 0.3583
O 0.4221 0.1514 0.0981
O -0.0473 0.0559 0.2216
O -0.328 0.6527 -0.2376
O 0.0823 -0.0695 -0.2141
O -0.4685 0.0699 0.281
O 0.356 -0.1551 -0.5887
O 0.045 -0.264 -0.1849
O 0.03 0.1064 -0.5691
O 0.12 -0.0281 -0.2359
O 0.2407 0.6444 -0.5563
O -0.3845 -0.0619 -0.1855
O -0.3211 -0.379 -0.4203
O -0.0196 0.0511 0.2932
O -0.1022 0.032 0.1772
O 0.3239 -0.3535 0.6059
O 0.1773 0.1686 -0.2611
O 0.1497 -0.1872 0.3391
O -0.2121 -0.225 -0.17
O -0.2775 -0.2418 0.2617
O -0.1839 -0.3423 -0.2933
O -0.3427 0.0944 0.0885
O -0.0962 0.357 0.0403
O 0.1388 0.0087 0.2542
O 0.271 0.6704 -0.1213
O -0.0372 0.0877 0.1554
O 0.5881 0.2162 0.1939
O -0.0175 0.7904 0.1709
O 0.31 0.1597 0.1466
O -0.0161 -0.018 -0.0094
O -0.6515 -0.257 -0.1998
O -0.4355 -0.3226 -0.3638
O 0.1229 0.0657 -0.5433
O -0.3505 0.5262 0.4483
O -0.0701 0.0303 -0.2376
O 0.2308 0.727 -0.1164
O -0.0059 -0.1683 0.6398
O 0.117 0.085 -0.582
O -0.3942 0.2644 0.6008
O -0.0518 -0.4293 0.2451
O 0.4039 -0.3695 0.4795
O 0.2976 -0.324 0.0534
O -0.1302 -0.0021 0.2818
O 0.1358 0.0943 -0.2652
O -0.1934 -0.0802 0.0326
O -0.2135 0.3065 0.0018
O -0.1043 0.1438 0.5329
O -0.0668 -0.2957 -0.1192
O -0.2166 -0.1773 -0.0869
O -0.4625 -0.1022 0.0772
O -0.1956 0.378 0.2841
O 0.1724 0.1332 -0.2744
O -0.0745 -0.0351 0.3397
O -0.1408 -0.1748 -0.3795
O 0.5883 0.4576 -0.0723
O -0.059 0.0437 -0.2518
O 0.1497 0.0164 -0.3849
O 0.1282 -0.0495 0.141
O -0.4974 -0.0242 0.0046
O 0.1837 0.1864 0.1632
O 0.034 0.7185 0.0316
O -0.1608 0.2111 -0.1034
O -0.0259 -0.2368 0.4476
O -0.1112 0.0642 0.0404
O -0.4693 -0.1755 -0.3932
O 0.2044 -0.0409 0.4348
O 0.1347 0.5257 0.0049
O -0.2885 0.3722 -0.1118
O 0.3926 -0.1049 0.33
O -0.3311 0.2227 0.3585
O -0.3706 0.5663 -0.132
O -0.3583 -0.1062 0.4107
O 0.1356 0.1341 0.5384
O -0.0844 -0.0574 0.0729
O 0.003 0.0411 -0.0807
O -0.4842 -0.0936 -0.1699
O -0.4509 0.1432 0.1004
O -0.0537 -0.1188 -0.3228
O 0.3059 0.2005 -0.3498
O 0.0796 0.0555 -0.2997
O 0.6132 -0.0021 -0.0701
O -0.155 -0.1738 -0.2457
O 0.0231 -0.1224 -0.1993
O -0.4477 0.2627 0.4269
O -0.107 -0.1218 -0.0315
O 0.0827 -0.1535 -0.0709
O -0.1349 -0.0952 0.3102
O 0.2852 0.0996 -0.4818
O 0.1764 0.1754 0.385
O 0.0857 0.1185 0.3835
O 0.2481 -0.1881 -0.1334
O -0.121 -0.0484 -0.217
O 0.0432 -0.2171 0.3512
O -0.3756 0.2194 -0.2726
O -0.0217 0.2459 -0.4985
O -0.603 0.277 -0.0657
O -0.172 0.155 -0.1344
O -0.0414 0.0742 0.2513
O 0.0371 0.2974 -0.1226
O -0.7556 -0.2195 0.0719
O 0.0712 -0.1472 0.5388
O -0.1506 0.5014 -0.2965
O 0.5657 0.322 0.0321
O 0.147 -0.0842 0.1043
O -0.1572 0.1559 -0.2431
O 0.3471 0.1212 -0.3267
O 0.1889 -0.1908 0.5142
O 0.0752 -0.2923 0.3592
O -0.5126 -0.1543 -0.1407
O 0.0156 0.435 0.1646
O 0.2563 0.1484 -0.114
O -0.6706 -0.4437 -0.1131
O -0.1271 0.0479 0.0024
O -0.6483 0.0819 0.0794
O 0.4811 0.2485 -0.0118
O 0.0851 0.3339 -0.4819
O 0.1117 -0.1327 0.1929
O -0.5182 -0.1279 0.0857
O 0.1326 -0.1707 -0.6439
O 0.0348 -0.104 -0.3308
O -0.1823 -0.5272 0.2083
O -0.4581 -0.1735 -0.0299
O 0.3625 -0.1961 0.1702
O 0.0555 -0.0328 0.1601
O -0.6678 -0.1599 0.265
O 0.1603 -0.5397 -0.2089
O 0.0269 0.0054 -0.4594
O 0.1914 0.3432 0.0756
O -0.0786 0.1029 0.5422
O 0.2044 0.1389 -0.4709
O -0.1464 -0.0884 0.3992
O -0.1091 0.1814 0.215
O -0.0473 -0.0214 0.6481
O 0.0027 -0.0987 -0.1353
O 0.0644 -0.5463 0.2326
O 0.4254 -0.1372 -0.6144
O -0.3184 0.0405 -0.3919
O 0.199 0.0645 0.5987
O 0.1161 0.001 0.2404
O 0.2 0.2364 -0.3362
O 0.0591 -0.6841 -0.038
O -0.0489 0.1547 -0.7304
O 0.5172 0.1871 0.0958
O -0.4427 0.3968 -0.3745
O 0.1812 0.2514 0.5496
O -0.6966 0.2429 -0.0251
O -0.3099 -0.7664 0.0163
O 0.1238 0.0634 0.1177
O 0.3568 -0.0946 0.514
O 0.1144 -0.0126 0.0341
O 0.0932 -0.5078 0.2633
O 0.139 0.2371 0.2696
O 0.4762 -0.1528 0.3577
O 0.3588 -0.1394 0.4494
O -0.096 -0.2879 0.5555
O -0.4949 -0.1689 0.1766
O -0.1373 0.0298 0.295
O 0.0392 0.3236 0.3382
O 0.1444 0.4982 -0.1507
O 0.2519 -0.3384 0.2241
O 0.5229 -0.1963 0.1613
O 0.0221 -0.5019 -0.4026
O -0.0485 -0.0832 -0.5166
O -0.7676 0.2587 0.1068
O -0.321 -0.3777 0.1245
O -0.4072 -0.0963 0.1961
O 0.0592 0.3226 0.0229
O 0.0308 0.0112 -0.3584
O 0.1156 -0.0451 -0.3211
O -0.062 -0.1119 -0.5428
O 0.2137 -0.0246 -0.6342
O -0.2877 0.1398 -0.2758
O 0.3172 -0.0843 -0.3349
O -0.0575 -0.2856 -0.4505
O -0.0293 -0.247 0.256
O 0.1512 0.1563 0.2687
O 0.1936 -0.1392 0.1573
O 0.4769 -0.0868 -0.233
O 0.5116 0.1452 -0.1465
O -0.0146 -0.3276 -0.1094
O 0.3268 -0.2458 -0.0336
O -0.2247 0.0692 0.5911
O 0.1303 -0.1883 0.4591
O 0.256 0.3488 0.2786
O 0.2351 0.6261 0.0017
O 0.2537 0.2945 0.3931
O -0.0753 -0.0393 0.4712
O 0.0908 -0.0046 -0.0396
O 0.4523 0.1395 0.0692
O 0.305 -0.2765 0.0338
O -0.0952 -0.2284 -0.0744
O -0.5729 0.171 -0.3275
O -0.2517 -0.4762 0.051
O -0.2737 -0.138 0.0824
O -0.3504 -0.3638 -0.2874
O 0.0607 0.0921 -0.1614
O -0.23 0.4069 0.7338
O 0.4505 0.7322 0.2142
O 0.7346 -0.064 0.2376
O -0.0417 0.4942 0.2529
O -0.2443 -0.1997 -0.1412
O 0.015 0.0539 -0.2183
O -0.2652 0.2654 0.3521
O -0.3 0.1476 -0.5927
O -0.2329 -0.071 0.2316
O -0.3192 0.3467 -0.1103
O -0.0373 0.1388 0.2381
O 0.1446 0.2168 -0.4348
O -0.0064 -0.0814 -0.2867
O -0.1087 -0.4448 -0.4423
O -0.0231 0.0379 -0.2569
O 0.0102 0.1273 -0.0139
O -0.5016 0.2315 0.1755
O 0.0984 -0.2461 -0.5062
O 0.1035 -0.1159 0.4986
O -0.1171 -0.7133 0.4353
O -0.1383 -0.5084 -0.01
O 0.1773 -0.1884 0.325
O -0.2792 0.3134 -0.2353
O 0.3558 0.1207 -0.1144
O -0.3281 0.3041 -0.4844
O -0.1271 -0.1381 0.1919
O -0.4422 -0.0691 -0.4234
O -0.0902 0.0257 0.0267
O 0.0874 0.5821 -0.1288
O -0.5722 0.2447 0.0188
O 0.4393 0.0513 0.3179
O 0.4717 -0.381 -0.416
O 0.2385 0.3084 -0.0438
O 0.1267 0.1699 -0.5793
O -0.1237 0.4169 -0.097
O 0.1429 -0.2165 -0.5896
O 0.5372 -0.0597 0.3292
